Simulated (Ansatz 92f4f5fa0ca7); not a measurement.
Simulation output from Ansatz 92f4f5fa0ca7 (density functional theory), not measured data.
Periodic cell of 192 atoms, Si128O64, from a study of silicon, its oxide and their interface. The atomic structure is a simulated model.
This geometry differs little from another in the collection (a relaxation step or a small displacement).

Settings: functional r2SCAN; potential files Ansatz PAW; basis plane waves; wave-function cutoff 800 eV; density cutoff ratio 5; exchange-correlation grid ratio 1; k mesh 1 x 1 x 1, shifted by 0.5 0.5 0 of a step; self-consistency stop 1e-10 eV per atom in the density residual; occupations fixed; spin none; net charge 0.

Cell vectors (angstrom)
a, 10.888, 0, 0
b, 0, 10.888, 0
c, 0, 0, 28.6107

Atoms: element, x, y, z (angstrom)
Si, 0.1499, -0.2121, 0.5091
Si, 2.4131, 2.808, 0.1142
Si, 0.1465, 5.0343, -0.1616
Si, 2.2357, 8.4676, 0.1763
Si, 5.5989, -0.105, -0.0012
Si, 7.8111, 3.1185, -0.0226
Si, 5.6599, 5.4223, -0.0414
Si, 7.9944, 8.6773, 0.0608
Si, 1.3771, 1.3841, 1.6265
Si, 4.0527, 4.1413, 1.2163
Si, 1.142, 6.7542, 1.3007
Si, 3.9976, 9.5909, 1.3027
Si, 6.7556, 1.4542, 1.3152
Si, 9.4538, 4.1121, 1.3287
Si, 6.8826, 6.9146, 1.2744
Si, 9.4584, 9.5094, 1.6892
Si, -0.1024, 2.7614, 2.7836
Si, 2.7714, 0.0008, 2.8449
Si, -0.0974, 8.0291, 2.8599
Si, 2.6653, 5.48, 2.6205
Si, 5.3687, 2.7764, 2.6735
Si, 8.0986, 0.1345, 2.8023
Si, 5.4109, 8.2118, 2.6367
Si, 8.1734, 5.5286, 2.7076
Si, 1.3342, 4.1259, 4.0547
Si, 4.1054, 1.4044, 4.1358
Si, 1.3405, 9.4778, 4.0915
Si, 4.054, 6.8246, 4.0048
Si, 6.7787, 4.1204, 4.0163
Si, 9.4814, 1.4115, 4.1722
Si, 6.7406, 9.575, 4.066
Si, 9.4648, 6.7544, 4.2282
Si, -0.0142, -0.0122, 5.4409
Si, 2.6933, 2.7521, 5.4316
Si, 0.0046, 5.423, 5.5043
Si, 2.7233, 8.1515, 5.4431
Si, 5.4411, 0.0275, 5.486
Si, 8.118, 2.7801, 5.467
Si, 5.4149, 5.4639, 5.3875
Si, 8.1086, 8.2066, 5.4573
Si, 1.3628, 1.3532, 6.7854
Si, 4.0819, 4.0961, 6.7836
Si, 1.3741, 6.7986, 6.8276
Si, 4.0743, 9.5268, 6.8037
Si, 6.8123, 1.3775, 6.8347
Si, 9.5229, 4.0711, 6.8374
Si, 6.7702, 6.8077, 6.7838
Si, 9.5188, 9.5279, 6.8144
Si, 0.0086, 2.6938, 8.1595
Si, 2.7258, 0.0021, 8.1566
Si, 0.006, 8.1637, 8.1718
Si, 2.7406, 5.4356, 8.1739
Si, 5.4404, 2.7362, 8.1678
Si, 8.1841, 0.0077, 8.1803
Si, 5.433, 8.1561, 8.1536
Si, 8.1613, 5.4599, 8.1482
Si, 1.3834, 4.0482, 9.508
Si, 4.1019, 1.3464, 9.5204
Si, 1.3886, 9.5187, 9.5204
Si, 4.1037, 6.7938, 9.531
Si, 6.8277, 4.089, 9.516
Si, 9.5698, 1.3429, 9.5361
Si, 6.821, 9.4936, 9.4972
Si, 9.5342, 6.7863, 9.5203
Si, 0.0367, -0.0291, 10.8915
Si, 2.7402, 2.696, 10.8851
Si, 0.0307, 5.4157, 10.8578
Si, 2.7592, 8.1615, 10.8861
Si, 5.4805, -0.0372, 10.855
Si, 8.2159, 2.7304, 10.8606
Si, 5.4774, 5.4422, 10.889
Si, 8.1674, 8.1364, 10.8786
Si, 1.4097, 1.3122, 12.2593
Si, 4.1215, 4.0632, 12.2176
Si, 1.391, 6.7809, 12.2056
Si, 4.1504, 9.4955, 12.2589
Si, 6.8906, 1.307, 12.1639
Si, 9.5818, 4.0685, 12.2507
Si, 6.8249, 6.79, 12.2852
Si, 9.5534, 9.4778, 12.2105
Si, 0.0453, 2.6721, 13.6016
Si, 2.7885, -0.0529, 13.6171
Si, 0.0096, 8.1126, 13.5619
Si, 2.7727, 5.4561, 13.5645
Si, 5.5186, 2.6395, 13.474
Si, 8.2449, -0.0292, 13.5678
Si, 5.4972, 8.1651, 13.6864
Si, 8.2235, 5.4339, 13.6142
Si, 1.4348, 4.0342, 14.8922
Si, 4.2128, 1.3019, 14.9047
Si, 1.3915, 9.4553, 14.9145
Si, 4.0955, 6.8105, 15.0227
Si, 6.9029, 3.9443, 14.8377
Si, 9.6393, 1.2684, 14.9814
Si, 6.919, 9.5435, 15.007
Si, 9.562, 6.7884, 15.0159
Si, -0.0128, -0.2533, 16.3547
Si, 3.0921, 2.9204, 16.1284
Si, 0.2417, 5.5295, 16.2267
Si, 2.3602, 7.8597, 16.3164
Si, 5.7655, 0.2278, 16.3307
Si, 8.0276, 2.3907, 16.2348
Si, 5.3202, 5.0967, 16.0536
Si, 8.5615, 8.4914, 16.3375
Si, 1.5742, 17.6993, 21.6381
Si, 31.1283, -20.5681, 26.885
Si, -5.4314, 16.894, 18.7646
Si, 3.6422, 1.3333, 20.843
Si, -5.6542, 21.0318, 19.2925
Si, -2.6643, 29.0919, 24.1165
Si, -1.5933, 7.0582, 21.4242
Si, -25.184, -2.7562, 19.2776
Si, -28.8099, -17.5376, 25.2615
Si, -9.3697, -28.2331, 23.3918
Si, 14.0793, 7.9328, 19.1
Si, -22.6659, -7.3067, 18.407
Si, 3.4276, 29.7867, 23.655
Si, -5.47, 3.9171, 20.8624
Si, 8.7755, 20.3772, 25.9063
Si, 36.6919, 1.5431, 26.4198
Si, 10.7743, 32.9828, 24.6289
Si, 23.2889, -9.356, 18.4674
Si, -0.663, -16.6115, 25.3159
Si, -7.2361, -4.2021, 26.5739
Si, -0.9429, -29.8347, 23.4252
Si, -13.3641, -50.3474, 21.0565
Si, 27.2642, -26.7163, 23.3075
Si, 13.8242, 32.8108, 23.7445
O, -3.0131, 18.8799, -10.8869
O, -11.2958, 37.9408, -1.6929
O, -8.0836, 12.7591, -1.1771
O, -6.2871, -18.7742, -2.6288
O, -15.0575, -1.2532, -0.3625
O, 10.6815, 1.2939, -2.6677
O, -5.9791, 22.2969, -8.3819
O, -8.8803, 7.7473, -5.7119
O, 9.1882, 6.3525, -3.6307
O, 24.2488, 8.5786, -10.813
O, 6.155, -5.2854, -11.239
O, 36.2417, -20.9204, -3.5685
O, 0.7098, -16.3994, -4.1596
O, 8.9856, 7.8391, -5.8133
O, -12.915, 3.1979, -6.3005
O, 4.9549, -27.9423, -9.0493
O, 15.004, -4.0767, 18.4106
O, 9.653, -7.1659, 24.7752
O, -14.8494, -26.1607, 23.685
O, 8.7944, 18.8631, 20.1917
O, -16.6901, 11.4918, 27.2105
O, -10.8925, 6.8403, 21.338
O, -0.996, -20.5655, 23.5826
O, -1.1662, 9.5577, 16.8251
O, 19.3629, -16.1171, 21.472
O, -17.4942, -18.9752, 21.0589
O, 5.1083, -0.3756, 17.711
O, 21.0488, 20.6435, 25.0659
O, -10.0825, -10.6097, 17.6889
O, -4.1708, -1.3504, 19.5591
O, 22.9419, -1.2456, 28.3071
O, 4.1814, 4.0459, 16.5952
O, 1.9786, 5.2979, 22.0981
O, -7.8337, -16.5886, 26.3252
O, 22.0839, 13.4494, 18.7376
O, 21.437, -6.0189, 17.6021
O, -5.8125, 6.3692, 27.3324
O, -11.8304, 33.2945, 28.2514
O, 6.4732, -14.8692, 19.6331
O, 17.8558, 14.3843, 20.624
O, -7.2798, 18.385, 25.1768
O, 8.5372, 2.5548, 27.2177
O, 13.1748, 18.1701, 20.2637
O, 1.3495, 10.945, 24.0393
O, 5.473, 4.8681, 22.1442
O, 2.5905, 2.2223, 17.5
O, 3.1814, -10.0244, 22.3208
O, -6.3302, -3.6986, 22.8362
O, 12.1582, -7.0204, 28.2421
O, 2.7522, -3.2521, 27.4925
O, 8.7773, -7.942, 17.5673
O, 9.4341, 14.8991, 19.8327
O, -23.76, -2.2679, 27.2866
O, 14.5348, 20.4818, 23.6376
O, -3.0973, -2.2582, 24.9628
O, 1.3521, 6.6275, 16.6834
O, 13.2309, 12.0971, 19.8406
O, 4.1192, -12.7092, 19.7529
O, 0.552, -18.5482, 22.9192
O, -4.014, 12.2435, 16.7835
O, -8.0836, -7.1197, 24.1231
O, 15.8775, 5.1743, 24.628
O, 19.1879, -10.7632, 26.2518
O, 28.5136, 4.265, 28.069

Results
free energy: -118374.963 eV
free energy less fixed offsets of O -570.45, Si -639.56 eV per atom: -2.483 eV

Forces (eV/angstrom), in the order of the atoms: element, x, y, z
Si, -0.0003, -0.0012, -0.0017
Si, -0.0005, -0.001, -0.0039
Si, -0.0011, 0.0005, -0.0049
Si, -0.0007, -0.0002, -0.0045
Si, 0.0002, 0.0004, -0.0037
Si, -0.0002, 0.0003, -0.0036
Si, 0.0007, 0.0006, -0.0034
Si, 0.0021, -0.0003, -0.0034
Si, 0.0006, 0.0005, 0.0013
Si, 0.0002, 0.0003, -0.0004
Si, 0.0005, -0.0002, -0.0002
Si, -0.0001, 0, -0.0002
Si, 0.0001, -0.0005, -0.0001
Si, 0.0005, -0.0003, 0.0004
Si, -0.0003, 0.0004, 0.0009
Si, -0.0005, -0.0002, 0.0004
Si, -0.0001, 0.0001, -0.0001
Si, 0.0002, 0.0002, -0.0002
Si, -0.0001, -0.0002, 0.0003
Si, 0.0004, -0.0001, -0.0003
Si, 0.0005, 0.0001, 0
Si, 0, 0.0001, -0.0001
Si, 0.0004, -0.0001, -0.001
Si, -0.0001, -0.0003, -0.0002
Si, 0.0001, -0.0001, -0.0003
Si, 0.0002, -0.0003, -0.0001
Si, 0.0003, -0.0004, -0.0001
Si, -0.0001, -0.0003, 0.0001
Si, 0.0002, -0.0001, 0.0003
Si, 0.0003, -0.0001, -0.0001
Si, -0.0002, 0, -0.0004
Si, -0.0001, -0.0006, 0.0006
Si, -0.0003, -0.0002, 0.0001
Si, 0.0003, 0, 0.0001
Si, -0.0006, 0, -0.0003
Si, -0.0001, 0.0001, -0.0003
Si, -0.0001, -0.0002, 0
Si, 0.0001, -0.0002, -0.0003
Si, 0.0002, -0.0002, -0.0003
Si, 0.0002, -0.0003, 0.0001
Si, 0.0001, -0.0003, -0.0001
Si, -0.0001, -0.0006, -0.0004
Si, 0, -0.0004, -0.0002
Si, 0, -0.0003, -0.0001
Si, -0.0001, -0.0001, -0.0003
Si, -0.0001, 0.0001, -0.0003
Si, 0.0007, -0.0001, -0.0002
Si, 0, -0.0005, -0.0005
Si, -0.0003, -0.0004, -0.0002
Si, -0.0003, -0.0004, -0.0001
Si, 0, -0.0004, -0.0003
Si, 0, 0, -0.0002
Si, 0.0001, -0.0003, -0.0001
Si, 0.0002, -0.0003, -0.0002
Si, -0.0003, -0.0004, 0
Si, -0.0001, -0.0007, 0.0001
Si, 0.0003, -0.0003, 0.0001
Si, -0.0001, -0.0004, -0.0001
Si, 0, -0.0006, 0
Si, 0.0002, -0.0005, -0.0004
Si, 0.0002, -0.0005, -0.0002
Si, 0.0003, -0.0002, -0.0003
Si, 0.0005, -0.0003, 0.0001
Si, 0.0001, 0, -0.0002
Si, 0.0003, 0, 0
Si, -0.0003, -0.0003, -0.0005
Si, 0.0002, -0.0003, -0.0003
Si, 0, -0.0002, -0.0001
Si, -0.0002, -0.0004, -0.0005
Si, 0.0005, -0.0006, -0.0006
Si, 0.0002, -0.0005, -0.0001
Si, -0.0004, 0.0001, -0.0007
Si, 0.0001, 0.0001, 0.0004
Si, -0.0001, -0.0008, 0.0002
Si, -0.0005, -0.0005, 0.0002
Si, 0.0005, 0.0004, 0
Si, -0.0001, -0.0008, 0.0002
Si, 0.0005, -0.0008, 0.0003
Si, 0.0007, -0.0008, -0.0002
Si, 0.0002, 0.0002, -0.0006
Si, 0.0003, 0.0006, -0.0003
Si, 0.0002, -0.0006, -0.0005
Si, 0.0004, -0.0003, 0.0003
Si, -0.0008, -0.0004, 0.0007
Si, 0.0005, -0.0007, 0.0006
Si, 0, 0.0001, 0.0004
Si, -0.0002, -0.0004, 0.0007
Si, 0.001, -0.0005, -0.0004
Si, -0.0002, 0.0002, 0.001
Si, 0.0005, -0.0007, 0.0012
Si, 0.0014, -0.0011, 0.0018
Si, -0.0003, 0, 0.0026
Si, 0.0009, -0.0005, 0.0024
Si, 0.0002, 0.0003, 0.0016
Si, -0.0006, -0.0006, 0.0012
Si, -0.0004, -0.0009, 0.0018
Si, -0.001, -0.0005, -0.0048
Si, 0.0012, 0.0013, -0.0032
Si, 0.0012, 0.0006, -0.0032
Si, 0, -0.0011, -0.0045
Si, 0.0016, 0.0009, -0.0037
Si, -0.0003, 0, -0.004
Si, 0.0015, 0.0002, -0.0011
Si, 0.0013, 0.0007, -0.0044
Si, 0.0033, 0.0002, -0.0009
Si, 0.0004, -0.0024, -0.0014
Si, -0.0084, -0.018, 0.0025
Si, -0.0006, -0.0004, 0.0003
Si, 0.0001, -0.0007, -0.0012
Si, 0.0009, 0.0013, 0.0026
Si, -0.0007, 0.0016, 0.0009
Si, -0.0017, -0.0013, -0.0028
Si, -0.0001, 0.0003, -0.0013
Si, 0.0003, 0.0008, 0.0021
Si, 0.0006, -0.0013, -0.0027
Si, 0.0003, -0.0011, -0.0058
Si, -0.0006, 0.0006, 0.0027
Si, -0.0007, 0.014, -0.0012
Si, -0.0005, 0.0003, -0.0012
Si, -0.0006, -0.0009, -0.0028
Si, 0.0001, -0.0014, 0.0014
Si, -0.0006, -0.0007, -0.0045
Si, -0.0008, 0.001, 0.0028
Si, -0.0008, 0.0018, -0.0051
Si, 0.0002, 0.0047, 0.0022
Si, 0.0016, 0.002, 0.0012
Si, -0.0002, -0.0039, -0.0007
Si, -0.0014, 0.0004, 0.0011
O, -0.0003, -0.0012, 0.0053
O, 0.0009, 0.0002, 0.0048
O, -0.0013, 0.0016, 0.0051
O, 0, 0.0005, 0.0012
O, -0.0008, -0.0002, 0.0017
O, 0.0002, -0.0001, -0.001
O, -0.0008, 0.0004, 0.0009
O, 0.0038, 0.0004, 0.0016
O, 0.0022, -0.0029, 0.0026
O, 0.0014, -0.0003, 0.0031
O, -0.0076, 0.0035, 0.008
O, 0.0017, 0.0012, 0.0011
O, 0.0017, -0.0015, 0.0007
O, 0.0004, -0.0015, -0.0008
O, 0.0012, 0.0005, 0.003
O, 0.0176, 0.0106, -0.0038
O, 0.0106, -0.0079, 0.0022
O, 0.0015, 0.0015, -0.0009
O, -0.0026, -0.0041, -0.0006
O, 0.0017, 0.0004, 0.0011
O, 0.0011, -0.0012, 0.0046
O, 0.0008, -0.0001, 0.0001
O, 0.0023, 0.0048, -0.0014
O, -0.0002, -0.0017, 0.0002
O, 0.001, -0.0029, -0.0023
O, 0.0021, 0.0028, -0.0007
O, -0.0011, -0.0006, 0.0045
O, -0.0004, 0.0002, 0
O, 0.0031, 0.0018, 0.0048
O, -0.0003, 0.0003, 0.004
O, 0.0004, 0.0005, 0.0016
O, -0.0014, -0.0018, -0.0006
O, 0.0004, 0.0008, -0.0003
O, 0.0023, -0.0005, -0.0017
O, -0.0014, 0.0002, -0.0002
O, -0.0011, -0.0033, 0.0024
O, 0.0022, -0.0021, 0.0057
O, 0.0013, -0.001, 0.0008
O, -0.0006, -0.0003, 0.0001
O, -0.0056, 0.0041, 0.0003
O, -0.0006, -0.0013, -0.001
O, -0.0009, 0.0009, 0.004
O, -0.0009, -0.0013, 0.0003
O, 0.0009, 0.0012, -0.0009
O, 0.0028, -0.0073, -0.0142
O, -0.0016, -0.0025, 0.004
O, 0.0002, -0.0024, 0.0011
O, -0.0009, -0.0004, 0.004
O, 0.0012, -0.0012, 0.0018
O, -0.0013, 0.0007, 0.0035
O, 0.004, -0.0008, 0.0048
O, -0.0005, -0.0018, 0.0035
O, -0.0013, -0.0006, 0.0035
O, 0.0017, -0.0004, -0.0014
O, 0.0005, -0.0006, 0
O, -0.0003, 0.0003, 0.0007
O, 0.0024, -0.0012, 0.0028
O, -0.0011, -0.0009, 0
O, -0.001, -0.0001, -0.0001
O, -0.0001, 0.0001, 0.0024
O, 0.0018, 0.0026, 0.0018
O, -0.0001, -0.0007, -0.0097
O, 0.0006, 0.0007, -0.0007
O, -0.0008, 0.0003, 0.0029

The program warned: the cutoff lies below the one the program advises for these potential files; the forces do not sum to zero within the program's tolerance; empty levels may hold ghost states of the PAW files; the exchange-correlation potential is rough where the density is thin.
